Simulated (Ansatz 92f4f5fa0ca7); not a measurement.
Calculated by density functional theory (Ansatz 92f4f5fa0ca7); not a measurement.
Periodic cell of 212 atoms, Si132O80, from a study of silicon, its oxide and their interface. The atomic structure is a simulated model.

Settings: functional PBE; potential files Ansatz PAW; basis plane waves; wave-function cutoff 700 eV; density cutoff ratio 5; exchange-correlation grid ratio 1; k mesh 2 x 2 x 1, shifted by 0.5 0.5 0.5 of a step; self-consistency stop 5e-08 eV per atom in the density residual; occupations fixed; spin none; net charge 0.

Cell vectors (angstrom)
a 10.938 0 0
b 0 10.938 0
c 0 0 31.1589

Atoms: element, x, y, z (angstrom)
Si -0.486 0.299 23.7945
Si 6.1537 -0.436 23.5688
Si 2.2478 3.2482 23.8649
Si 8.8164 2.1598 23.8972
Si 0.4389 4.8601 23.9828
Si 5.0969 5.9975 23.6327
Si 3.3232 7.7215 23.7545
Si 7.9139 8.7425 23.7582
Si 1.3747 1.3103 24.9149
Si 6.9127 1.3045 24.9927
Si 4.15 4.1753 24.9163
Si 9.6003 3.9808 25.1678
Si 1.4491 6.7986 24.9551
Si 6.8787 6.9026 24.9074
Si 4.2841 9.5703 24.8669
Si 9.5408 9.6161 25.2061
Si 2.8018 -0.0444 26.2676
Si 8.1746 0.0228 26.4965
Si 0.0764 2.6356 26.4444
Si 5.4863 2.7303 26.2895
Si 2.7698 5.4522 26.3909
Si 8.1899 5.4771 26.3341
Si 0.0482 8.1621 26.3497
Si 5.5203 8.2022 26.3708
Si 4.1018 1.3673 27.7406
Si 9.5708 1.3673 27.7406
Si 1.3673 4.1018 27.7406
Si 6.8362 4.1018 27.7406
Si 4.1018 6.8362 27.7406
Si 9.5708 6.8362 27.7406
Si 1.3673 9.5708 27.7406
Si 6.8362 9.5708 27.7406
Si 0 0 29.1079
Si 5.469 0 29.1079
Si 2.7345 2.7345 29.1079
Si 8.2035 2.7345 29.1079
Si 0 5.469 29.1079
Si 5.469 5.469 29.1079
Si 2.7345 8.2035 29.1079
Si 8.2035 8.2035 29.1079
Si 1.3673 1.3673 30.4751
Si 6.8362 1.3673 30.4751
Si 4.1018 4.1018 30.4751
Si 9.5708 4.1018 30.4751
Si 1.3673 6.8362 30.4751
Si 6.8362 6.8362 30.4751
Si 4.1018 9.5708 30.4751
Si 9.5708 9.5708 30.4751
Si 2.7345 0 0.6835
Si 8.2035 0 0.6835
Si 0 2.7345 0.6835
Si 5.469 2.7345 0.6835
Si 2.7345 5.469 0.6835
Si 8.2035 5.469 0.6835
Si 0 8.2035 0.6835
Si 5.469 8.2035 0.6835
Si 4.1018 1.3673 2.0507
Si 9.5708 1.3673 2.0507
Si 1.3673 4.1018 2.0507
Si 6.8362 4.1018 2.0507
Si 4.1018 6.8362 2.0507
Si 9.5708 6.8362 2.0507
Si 1.3673 9.5708 2.0507
Si 6.8362 9.5708 2.0507
Si 0 0 3.418
Si 5.469 0 3.418
Si 2.7345 2.7345 3.418
Si 8.2035 2.7345 3.418
Si 0 5.469 3.418
Si 5.469 5.469 3.418
Si 2.7345 8.2035 3.418
Si 8.2035 8.2035 3.418
Si 1.3742 1.352 4.762
Si 6.7985 1.4314 4.8737
Si 4.0878 4.124 4.7663
Si 9.5901 4.1088 4.8444
Si 1.3484 6.8076 4.838
Si 6.8003 6.8779 4.7014
Si 4.0417 9.608 4.837
Si 9.4602 9.6508 4.7011
Si 2.6733 0.0278 6.2652
Si 8.1263 -0.0084 6.2212
Si 0.057 2.6935 6.1844
Si 5.4994 2.92 6.25
Si 2.6625 5.3322 6.2249
Si 8.1866 5.5896 6.0984
Si -0.1214 8.2783 6.0048
Si 5.3802 8.1524 6.1013
Si 3.7715 1.8092 7.4112
Si 10.0115 0.9135 7.3435
Si 1.8617 3.4451 7.5628
Si 6.3857 4.939 7.4335
Si 4.4276 6.3706 7.3437
Si 8.9259 7.5284 7.2317
Si 0.6834 10.0335 7.3008
Si 7.0805 9.1071 7.396
O 0.505 9.2694 8.802
O 1.3402 3.6168 9.1251
O 9.7558 1.3231 8.945
O 6.5599 9.2108 8.9787
O 4.521 1.2137 8.778
O 3.8385 6.6939 8.8634
O 6.9747 5.4222 8.9323
O 9.1875 7.4405 8.9845
O 2.2838 3.224 22.1687
O 6.0184 11.0756 21.9922
O 8.4507 2.6761 22.3751
O 0.0259 4.6731 22.3443
O 8.7325 8.4614 22.3179
O 2.8909 8.1881 22.2092
O 5.645 5.7039 22.0781
O 10.5897 10.4411 22.3116
Si 1.3559 4.3629 21.4146
Si 1.5121 3.7295 15.6798
Si 8.7294 0.6367 10.0076
Si 6.2105 0.8372 20.5235
Si 0.3448 13.3936 19.3414
Si 4.0352 6.8025 10.478
Si 10.0929 9.0444 21.5891
Si 3.6431 7.5835 18.9917
Si 8.6259 5.4626 19.3955
Si 5.1017 14.0925 19.0587
Si 0.199 10.6375 14.6225
Si 6.0074 9.2971 10.5274
Si -2.4646 1.9279 12.9535
Si 4.8234 10.271 18.1136
Si 8.2979 0.1627 15.3688
Si 6.1721 3.6457 13.9847
Si 12.7682 7.392 21.2507
Si -3.7508 8.7123 16.702
Si 0.5263 2.3343 13.2224
Si 5.9457 6.6225 14.8219
Si 3.1752 6.3872 16.2522
Si 7.0101 13.4147 16.5475
Si 1.4565 3.7353 10.7449
Si 8.3186 5.7753 9.8349
Si 1.0559 6.7687 11.5536
Si 7.5192 7.5885 12.3508
Si 8.8076 2.511 20.8077
Si 2.7723 12.7163 17.7661
Si 5.6957 5.9036 20.457
Si 5.6525 1.2307 9.9559
Si 4.5533 3.8309 11.4449
Si -0.563 7.9452 13.7377
Si -0.7389 8.6862 9.691
Si -1.2713 3.8397 17.0652
Si 0.6213 8.3386 16.3258
Si -1.3416 8.2241 18.7976
O 4.8349 3.7008 13.0523
O 9.2214 -0.9754 10.0585
O 1.9731 7.4651 16.2336
O 1.3872 3.4303 14.0785
O 8.1912 8.4783 17.9795
O 5.0772 4.6216 19.703
O 0.9202 5.1865 11.2442
O 2.1389 5.7924 21.4576
O 0.0269 4.2568 16.171
O 4.7443 5.4137 11.0154
O -1.3075 6.7559 19.565
O 6.2865 7.3485 13.3991
O 3.666 3.0139 18.3278
O 5.8383 9.5753 17.0446
O 8.92 7.5604 13.1622
O 5.508 2.6908 10.7058
O 11.2795 7.9048 21.6738
O 6.3186 13.8644 17.9608
O -3.7415 9.0208 11.6218
O 0.7362 2.5472 11.6157
O 7.4731 11.8459 16.5782
O -0.6835 2.7241 18.1048
O 5.9738 2.6738 15.2917
O 10.3162 1.893 20.5428
O 4.8137 7.2179 20.071
O 5.3797 -0.1449 10.8278
O 5.2242 2.1265 20.3281
O 9.9128 11.2989 15.4973
O -3.0612 11.6666 13.8985
O 3.7879 6.5115 17.7659
O 9.48 4.7776 9.7947
O 7.6721 6.4721 11.166
O 0.9966 14.8093 19.902
O 3.838 11.476 17.5409
O -2.9877 9.5205 15.5033
O 2.156 7.6024 19.6759
O 7.3905 3.1459 13.0089
O 8.4177 3.2468 16.1994
O -1.9945 16.0216 17.8362
O 0.6669 7.0503 13.1157
O 8.7544 4.0444 20.2129
O 7.193 6.0909 19.8474
O -4.1869 7.2696 16.0865
O 3.0277 3.4744 11.0954
O 2.6079 4.8943 15.9513
O 4.3384 6.7022 15.1421
O 10.9191 7.7938 10.829
O 11.9198 11.7862 13.7698
O 5.7696 10.7177 19.3664
O -0.0533 8.4008 17.8039
O 2.6 7.1369 11.1868
O -0.3281 -1.3823 13.5011
O 2.0234 24.2194 16.418
O 7.7335 1.4016 20.2439
O 1.5623 12.3996 18.8587
O -4.4652 5.0981 14.6449
O -3.7263 0.9986 9.4318
O 9.7508 9.3217 20.0111
O -6.0198 8.1264 10.7796
O 1.0727 9.8203 15.7453
O -1.0645 2.5242 13.5218
O 3.7742 9.1256 18.5392
O -0.5144 7.6745 15.3482
O 8.7669 1.2804 11.4899

Results
free energy: -129423.296 eV
free energy less fixed offsets of O -569.03, Si -635.61 eV per atom: -0.376 eV

Forces (eV/angstrom), in the order of the atoms: element, x, y, z
Si -0.0678 0.0013 -0.0504
Si 0.0466 -0.011 -0.0528
Si -0.0509 0.0431 -0.052
Si 0.0489 -0.0356 -0.0412
Si 0.0151 -0.0599 -0.0423
Si -0.0414 0.0244 -0.0552
Si 0.0311 -0.0066 -0.0303
Si 0.0085 0.0424 -0.0452
Si -0.0141 0.0279 0.0216
Si 0.0246 -0.0196 -0.0056
Si 0.0041 0.0095 -0.0054
Si -0.0057 0.0025 -0.0116
Si 0.0012 -0.0287 -0.0091
Si -0.0175 0.0209 0.014
Si 0.0004 -0.0218 -0.0095
Si -0.0135 0.001 -0.0358
Si -0.0113 0.0144 0.0639
Si -0.0095 0.0071 -0.0402
Si -0.0024 -0.0235 -0.0092
Si -0.0242 0.0236 0.0735
Si 0.0107 0.002 0.0023
Si -0.0029 -0.0008 0.048
Si 0.0412 -0.0331 0.074
Si -0.0048 0.0059 -0.0297
Si 0.0423 -0.0011 -0.6493
Si 0.1347 0.0154 0.8504
Si 0.3184 -0.1631 0.2383
Si -0.1084 0.0017 -0.4039
Si 0.1461 0.1456 0.0482
Si 0.0781 -0.1045 -0.2989
Si 0.347 -0.0462 -0.4827
Si -0.2054 -0.1823 0.6767
Si -0.1047 0.0479 0.0085
Si -0.0087 -0.0771 0.003
Si -0.014 0.0873 0.0021
Si 0.1255 0.0465 -0.0009
Si -0.0817 -0.0367 -0.0343
Si -0.0252 0.0133 -0.0198
Si 0.054 0.0775 -0.0169
Si -0.0273 0.079 -0.0007
Si 0.0253 -0.0503 0.0021
Si -0.0154 0.0341 -0.0253
Si 0.0403 -0.0358 0.0137
Si -0.0151 0.015 0.0064
Si 0.0045 -0.007 -0.0205
Si 0.0604 -0.0509 0.0004
Si -0.0517 0.0039 0.0001
Si 0.0834 -0.0956 0.0101
Si 0.0427 -0.0083 0.0127
Si -0.0633 0.0635 -0.0053
Si -0.0547 0.0191 -0.01
Si 0.0365 -0.0278 0.0034
Si -0.0305 0.0189 0.0054
Si 0.0259 0.0135 0.0175
Si -0.0132 -0.0009 0.007
Si -0.0805 0.1141 -0.0214
Si -0.0149 0.0147 -0.0007
Si 0.1172 0.024 -0.0029
Si -0.006 -0.0075 0.032
Si -0.0251 -0.0015 0.0251
Si 0.0659 -0.0323 -0.0071
Si -0.0115 0.006 0.0296
Si -0.1092 -0.0966 0.0219
Si 0.0743 -0.1224 -0.0307
Si -0.0895 0.1414 -0.3626
Si -0.1409 0.2702 0.592
Si 0.1856 -0.1628 -0.1766
Si 0.0149 0.0155 0.5477
Si -0.0364 -0.0597 0.2398
Si -0.2043 -0.0203 -0.4399
Si -0.1436 -0.058 0.4481
Si -0.2909 0.2076 -0.8121
Si -0.0004 0.0021 0.0257
Si 0.0088 -0.002 -0.0933
Si 0.0179 -0.0056 0.0409
Si -0.0017 0.0181 -0.0348
Si 0.0079 -0.016 -0.0335
Si -0.001 0.0164 0.0416
Si -0.0249 0.0197 -0.103
Si -0.0251 0.0037 0.0293
Si -0.0425 0.0062 0.0113
Si 0.0364 -0.0326 0.0072
Si 0.025 0.01 -0.0026
Si -0.0381 0.0224 0.0247
Si 0.0107 -0.0149 -0.0133
Si -0.0128 -0.0287 -0.0323
Si -0.0294 -0.0344 -0.0045
Si 0.0486 -0.0111 0.0258
Si 0.0029 0.0205 0.0242
Si 0.0431 -0.0059 0.0465
Si 0.03 -0.0399 0.0581
Si 0.0307 0.0568 -0.0044
Si -0.0097 -0.0452 0.0423
Si -0.0402 0.0584 0.0321
Si -0.0611 0.0012 0.0303
Si 0.0299 -0.0289 0.0272
O 0.0012 -0.0016 0.0332
O -0.0015 0.0123 -0.0422
O -0.015 -0.0157 -0.0158
O -0.0051 0.005 0.0065
O 0.0026 0.0084 0.0078
O 0.0206 0.0063 -0.0072
O -0.2056 -0.0357 -0.0537
O 0.1761 0.2936 -0.1363
O -0.0176 0.0103 -0.0061
O 0.0019 -0.0046 0.0094
O 0.0027 0.0026 -0.0004
O 0.0221 0.0045 -0.0179
O -0.0008 0.0218 0.0107
O -0.0166 -0.0154 0.0003
O -0.0012 0.0008 0.0113
O -0.006 -0.0166 0.0088
Si -0.0019 0.0079 0.0135
Si 0.0005 0.0008 -0.0021
Si -0.0088 0.0136 0.0087
Si 0.0008 0.0053 -0.0206
Si 0.0064 0.0027 0.0054
Si 0.0032 0.0093 0.0084
Si 0.0187 -0.0087 -0.0124
Si -0.0031 -0.0019 0.0026
Si 0.0045 0.0002 0.0015
Si -0.0035 0.0001 -0.0017
Si 0.0046 0.003 0.0001
Si 0.0124 -0.0029 0.0015
Si 0.0017 0.0092 -0.013
Si -0.0038 -0.0003 -0.0053
Si 0.0018 0.0027 0.0006
Si 0.0048 -0.0012 -0.0026
Si -0.0051 -0.0183 0.0004
Si -0.0029 -0.0027 -0.0013
Si -0.0006 -0.0006 -0.0069
Si -0.0017 0.0022 0.0005
Si 0.0045 -0.0023 -0.0015
Si -0.0002 -0.0033 -0.003
Si -0.0193 0.0017 0.0383
Si -0.122 -0.1385 0.2167
Si 0.0035 -0.0089 0.0095
Si 0.002 -0.018 -0.0291
Si 0.0097 0.0025 -0.006
Si -0.0072 -0.0062 0.001
Si 0.0006 0.0062 -0.0082
Si 0.0228 -0.0036 -0.0007
Si 0.0022 -0.0042 0.0051
Si -0.0126 -0.0004 -0.0012
Si -0.0076 0.0196 -0.0079
Si 0.0022 0.0025 -0.0016
Si -0.0008 0.0028 0.0061
Si 0.0039 0.0018 0.0022
O 0.0161 0.0029 -0.0148
O 0.0256 -0.0243 -0.0076
O -0.0095 -0.0096 -0.0065
O -0.0143 -0.0181 0.0119
O 0.0118 -0.0008 -0.0072
O 0.006 0.0044 0.0065
O 0.0139 -0.0132 -0.0109
O -0.0032 -0.0024 -0.0168
O 0.0079 -0.0105 -0.0005
O 0.0073 0.0064 -0.0023
O 0.0022 0.0259 -0.0105
O 0.014 0.0012 0.0084
O 0.0103 -0.0202 0.0009
O 0.0117 -0.0121 0.0016
O 0.0097 0.0126 0.0093
O -0.0183 -0.0115 -0.0008
O -0.007 0.0292 -0.0038
O -0.0189 -0.005 -0.001
O -0.0152 -0.0028 -0.0127
O -0.0039 0.0138 0.0189
O 0.0065 0.011 -0.0252
O 0.0108 0.0093 -0.0032
O 0.0235 0.006 0.0067
O -0.0222 0.0253 -0.0084
O -0.0048 -0.0141 -0.0139
O 0.0012 -0.0091 -0.0095
O 0.0165 -0.0061 -0.0185
O -0.0117 -0.0197 -0.0182
O 0.0173 0.0083 0.0159
O -0.0067 0.0145 -0.0019
O 0.142 -0.1314 0.0014
O -0.0164 0.0427 0.0492
O -0.0086 -0.0266 0.0104
O 0.0018 0.0062 0.0117
O -0.0055 0.0078 0.0168
O 0.0093 -0.0038 0.0168
O -0.0116 -0.0118 0.0304
O -0.0083 -0.0096 0.001
O 0.0099 -0.0191 0.0044
O -0.0096 0.0043 -0.0029
O 0.003 -0.0065 -0.0011
O -0.0126 -0.0014 0.0053
O -0.0093 0.0166 -0.0118
O 0.0132 0.0066 0.0007
O -0.0115 0.0035 0.0067
O 0.0096 -0.0056 0.0179
O 0.0014 -0.0048 -0.007
O -0.0286 0.014 0.0092
O -0.0063 0.0109 0.0135
O -0.0196 -0.0033 -0.0072
O -0.0115 -0.0003 0.0049
O 0.0139 -0.0162 0.0311
O -0.0032 0.0123 0.0042
O -0.0169 -0.0034 0.0117
O -0.0011 0.0342 -0.0172
O -0.0133 -0.0075 -0.0096
O -0.0119 0.0125 0.0176
O 0.001 -0.0232 0.0122
O 0.0059 -0.0004 -0.0028
O -0.0235 -0.0167 -0.011
O 0.006 -0.0093 -0.0091
O 0.0236 -0.0055 -0.0016
O 0.0217 0.0263 -0.0111
O 0.0001 -0.0104 -0.0102

The program warned: the cutoff lies below the one the program advises for these potential files; the exchange-correlation potential is rough where the density is thin.
